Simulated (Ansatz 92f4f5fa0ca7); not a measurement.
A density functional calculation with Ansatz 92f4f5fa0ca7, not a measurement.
Periodic cell of 228 atoms, Si140O88, from a study of silicon, its oxide and their interface. The atomic structure is a simulated model.
This geometry differs little from another in the collection (a relaxation step or a small displacement).

Settings: functional r2SCAN; potential files Ansatz PAW; basis plane waves; wave-function cutoff 800 eV; density cutoff ratio 5; exchange-correlation grid ratio 1; k mesh 1 x 1 x 1, shifted by 0.5 0.5 0 of a step; self-consistency stop 1e-10 eV per atom in the density residual; occupations fixed; spin none; net charge 0.

Cell vectors (angstrom)
a, 10.888, 0, 0
b, 0, 10.888, 0
c, 0, 0, 32.9553

Atoms and the computed forces on them: element, x, y, z (angstrom), force x, y, z (eV/angstrom)
Si, 0.0165, 0.1254, -0.1585, -0.03, 0.025, 0.189
Si, 3.0183, 2.4057, 0.1716, 0.0258, -0.0125, 0.1567
Si, -1.2187, 4.0374, 1.4568, 0.006, 0.0549, 0.0242
Si, 2.7369, 7.8362, 0.2345, 0.0101, -0.0244, 0.0797
Si, 5.1264, 0.1415, 0.0171, 0.0343, 0.0753, 0.1253
Si, 8.9643, 2.6642, -0.2716, 0.0605, -0.0426, 0.0937
Si, 5.057, 5.6298, -0.0546, 0.0274, 0.0744, 0.1617
Si, 8.6888, 7.3718, 0.0676, -0.0145, -0.0264, 0.1246
Si, 1.4193, 1.2343, 1.394, -0.0113, 0.0209, 0.0345
Si, 4.1459, 4.0143, 1.4175, -0.0413, 0.012, 0.0124
Si, 1.3079, 6.7426, 1.6437, -0.0215, -0.0464, 0.019
Si, 4.0152, 9.4597, 1.3465, 0.0413, 0.0172, 0.0463
Si, 6.7398, 1.2925, 1.264, -0.0355, -0.0503, 0.082
Si, 10.6226, 5.7941, 0.2338, -0.0346, -0.0122, 0.0932
Si, 6.83, 6.6039, 1.2973, 0.0345, 0.0119, 0.0002
Si, 9.5994, 9.3906, 1.0801, 0.004, 0.0102, -0.015
Si, 0.1191, 2.6547, 2.7624, 0.0269, -0.0572, 0.0547
Si, 2.732, -0.0907, 2.7882, 0.0083, 0.0049, 0.0338
Si, -0.0472, 8.2268, 2.7766, 0.0077, -0.0467, 0.0086
Si, 2.7469, 5.3246, 2.8119, 0.0219, -0.0022, 0.0417
Si, 5.5239, 2.6864, 2.7559, -0.0307, -0.0329, 0.037
Si, 8.2213, -0.0939, 2.5159, -0.0201, 0.037, 0.0198
Si, 5.5007, 8.1036, 2.6228, -0.011, -0.0112, 0.0348
Si, 8.119, 5.279, 2.7518, 0.0206, 0.0154, 0.0321
Si, 1.4008, 4.0061, 4.1774, -0.0107, 0.0268, -0.0074
Si, 4.1052, 1.3294, 4.081, -0.0105, -0.0027, 0.0002
Si, 1.3435, 9.5118, 4.1605, 0.0177, 0.0114, -0.0031
Si, 4.1299, 6.7794, 4.051, -0.0026, -0.0137, -0.0227
Si, 6.8093, 4.0084, 4.1815, 0.0404, -0.0268, -0.0073
Si, 9.5456, 1.2786, 3.9948, -0.0055, 0.0376, -0.019
Si, 6.8475, 9.4939, 3.9854, -0.0319, 0.0194, -0.0218
Si, 9.4709, 6.7706, 4.0471, 0.0004, -0.0135, -0.0009
Si, -0.0095, 0.0077, 5.4718, -0.0161, -0.0156, -0.022
Si, 2.7613, 2.6698, 5.5066, -0.009, 0.0115, 0.0194
Si, -0.0128, 5.433, 5.4197, 0.0093, -0.0122, 0.0341
Si, 2.7542, 8.1339, 5.4294, -0.0176, -0.0441, 0.0061
Si, 5.4927, -0.0335, 5.3953, 0.0212, -0.0214, -0.0007
Si, 8.2056, 2.631, 5.4283, 0.0151, 0.03, 0.0071
Si, 5.4524, 5.4414, 5.4682, -0.0069, 0.0086, 0.0044
Si, 8.1499, 8.1435, 5.4317, 0.0068, -0.0002, 0.0011
Si, 1.3503, 1.3591, 6.8542, -0.0037, -0.0011, 0.0136
Si, 4.0898, 4.09, 6.8291, 0.0067, -0.0063, -0.0003
Si, 1.3659, 6.7971, 6.7759, -0.011, 0.0218, 0.017
Si, 4.1063, 9.5279, 6.7744, -0.0214, 0.0071, 0.0084
Si, 6.8291, 1.3187, 6.8023, 0.0202, 0.008, -0.0064
Si, 9.51, 4.0626, 6.7751, -0.0298, -0.0165, 0.0201
Si, 6.7928, 6.8143, 6.8326, -0.0295, -0.0178, 0.0144
Si, 9.512, 9.5189, 6.7975, 0.0324, -0.0025, 0.0271
Si, -0.0501, 2.7348, 8.1755, 0.0271, 0.0407, 0.0173
Si, 2.7571, 0.0019, 8.1687, -0.0162, 0.0165, 0.0141
Si, 0.0337, 8.1957, 8.1339, -0.0279, -0.0271, -0.0076
Si, 2.6973, 5.454, 8.1651, 0.0028, 0.005, 0.0123
Si, 5.4783, 2.7272, 8.1403, -0.0103, -0.011, 0.016
Si, 8.166, -0.0227, 8.1949, -0.0025, -0.0199, -0.0005
Si, 5.4338, 8.197, 8.1842, 0.0136, -0.017, 0.003
Si, 8.1583, 5.4256, 8.1648, 0.0335, 0.0217, 0.0043
Si, 1.2777, 4.1384, 9.5008, -0.0268, -0.0223, -0.0138
Si, 4.1038, 1.4151, 9.5115, -0.0187, 0.0219, -0.0341
Si, 1.3807, 9.5565, 9.5338, 0.0348, 0.0062, -0.0154
Si, 4.0409, 6.8509, 9.5184, -0.0151, 0.0198, -0.0067
Si, 6.7916, 4.0714, 9.5517, -0.0209, 0.0032, -0.0269
Si, 9.5019, 1.3593, 9.5653, -0.0153, 0.0062, 0.0046
Si, 6.7783, 9.5621, 9.5777, -0.004, -0.0096, -0.0226
Si, 9.5327, 6.8494, 9.4573, 0.0142, 0.0036, 0.0136
Si, 0.0502, 0.0471, 10.9161, -0.002, 0.0143, -0.0212
Si, 2.6605, 2.7778, 10.7845, 0.0359, 0.0202, -0.0456
Si, -0.0352, 5.5512, 10.8786, 0.0185, -0.0375, 0.0089
Si, 2.7224, 8.2209, 10.9346, -0.0056, -0.0054, 0.0011
Si, 5.4337, 0.0881, 10.9396, -0.0233, -0.0193, 0.0076
Si, 8.1159, 2.6947, 10.951, 0.0568, 0.0112, -0.0174
Si, 5.4032, 5.4871, 10.8464, 0.0023, -0.014, -0.0204
Si, 8.2033, 8.1834, 10.8576, -0.0227, 0.0019, -0.0228
Si, 1.4331, 1.4353, 12.2733, -0.0211, 0.0084, 0.0408
Si, 3.84, 4.2736, 12.1255, -0.0178, 0.0495, -0.0396
Si, 1.2988, 6.9237, 12.3015, -0.0071, -0.0285, 0.0028
Si, 4.0786, 9.6267, 12.2837, 0.0192, 0.004, -0.0276
Si, 6.8252, 1.3081, 12.4253, 0.0307, 0.0132, 0.0126
Si, 9.5005, 4.1355, 12.1679, -0.0518, -0.0005, -0.0084
Si, 6.8275, 6.8072, 12.1659, -0.0149, -0.0239, 0.0024
Si, 9.5806, 9.534, 12.2292, 0.004, 0.0206, 0.0142
Si, 0.0873, 2.9324, 13.5024, -0.0142, -0.0264, 0.0012
Si, 2.723, 0.0511, 13.7452, -0.0375, 0.0391, 0.039
Si, -0.037, 8.2492, 13.7062, -0.0212, -0.0095, -0.0437
Si, 2.6464, 5.5875, 13.6513, 0.0769, -0.0132, -0.024
Si, 5.5596, 2.4435, 14.1156, 0.0976, -0.0274, 0.0635
Si, 8.3132, -0.0127, 13.6372, -0.0333, -0.046, -0.0274
Si, 5.592, 8.2909, 13.4717, 0.0253, -0.0123, 0.0442
Si, 9.4741, 6.694, 14.8174, -0.014, 0.0194, -0.0676
Si, 1.3396, 4.1999, 15.1096, -0.0384, 0.012, 0.0253
Si, 3.8997, 1.3137, 15.4278, -0.0705, -0.0071, 0.0353
Si, 1.2809, 9.6417, 15.1506, -0.0059, -0.0525, 0.0236
Si, 4.1992, 6.9764, 14.747, -0.0248, 0.0408, -0.0516
Si, 6.8063, 4.1032, 15.191, -0.0093, -0.0235, -0.0516
Si, 11.1971, 0.678, 16.2677, 0.1269, -0.0507, -0.0742
Si, 7.0321, 9.4451, 14.9941, 0.0655, -0.0202, -0.0799
Si, 8.0578, 5.358, 13.55, 0.0413, 0.0109, -0.0608
Si, -1.2446, 1.554, 14.7756, 0.0046, 0.0778, -0.0715
Si, 2.0856, 2.4063, 16.4866, 0.0602, -0.016, -0.0163
Si, -0.3295, 5.3464, 16.3718, 0.0062, 0.0313, -0.1478
Si, 2.9351, 8.3013, 16.1979, -0.0669, -0.0338, -0.1306
Si, 4.8201, -0.2252, 16.8884, -0.0812, 0.0708, -0.0926
Si, 8.5405, 2.9986, 16.268, -0.0645, 0.0041, -0.1532
Si, 5.5857, 5.8397, 16.2605, 0.0532, -0.0609, -0.0745
Si, 8.0433, 7.7647, 16.265, -0.0044, 0.0341, -0.1053
Si, -6.6552, 17.8765, 23.9366, 0.0225, 0.0049, -0.0503
Si, -13.583, 22.8143, 25.9358, -0.0004, 0.0089, 0.0755
Si, -11.4394, 14.2614, 25.2268, 0.0167, 0.0274, -0.0207
Si, -12.4356, 18.4504, 21.3988, 0.0137, 0.0081, -0.1375
Si, 9.8601, 3.4702, 29.9573, -0.0084, -0.0167, 0.1588
Si, -2.715, 18.765, 30.0897, -0.0074, 0.0023, 0.1357
Si, -11.7117, 18.3883, 18.5303, -0.0145, -0.0267, -0.1394
Si, 17.3874, -22.3898, 19.2027, 0.0183, -0.0084, -0.0586
Si, -4.3965, -0.5381, 30.2001, -0.0147, -0.0006, 0.1543
Si, 22.1913, -1.4159, 20.3889, -0.0253, 0.0063, -0.1216
Si, -16.287, -19.4609, 25.2269, 0.0091, 0.0156, 0.0017
Si, 1.0595, -7.9072, 22.8114, -0.0159, -0.0373, -0.1037
Si, -12.8247, -23.7296, 26.2679, -0.0018, -0.0268, 0.0848
Si, -0.7196, 16.2071, 27.5864, -0.0145, 0.0061, 0.0965
Si, -11.0808, -2.8985, 28.6304, 0.0142, 0.0164, 0.124
Si, 2.1847, 3.282, 18.736, -0.011, -0.0062, -0.0576
Si, -16.6101, -0.2929, 21.6303, 0.0352, -0.0437, -0.1023
Si, -5.0797, -6.7034, 27.7293, 0.0128, 0.0316, 0.1272
Si, -17.6489, -34.8407, 29.2491, 0.0236, -0.0187, 0.1683
Si, -5.9548, -13.7431, 20.0804, 0.0121, 0.0183, -0.0923
Si, -14.1039, 12.802, 28.8116, 0.0023, 0.0173, 0.1105
Si, -7.6044, 17.0443, 18.2298, 0.0062, -0.033, -0.1265
Si, 1.6629, -1.588, 30.7256, -0.0485, 0.0383, 0.1717
Si, -14.2879, -15.0941, 27.3475, 0.0238, -0.0131, 0.088
Si, -15.2335, 28.6621, 22.3272, -0.0041, 0.01, -0.0986
Si, -10.328, 7.966, 24.8558, -0.0088, -0.0122, -0.0278
Si, -18.0183, -8.3692, 21.267, -0.0487, 0.0029, -0.1301
Si, 30.6896, -9.9306, 18.3749, -0.0119, 0.0201, -0.0574
Si, 5.3716, -17.3425, 22.9425, -0.0055, 0.0044, -0.0643
Si, -7.641, -2.4141, 26.2013, 0.0223, -0.0012, 0.0559
Si, -20.2319, 15.1937, 31.0269, -0.0141, 0.016, 0.1563
Si, -0.0971, 5.5328, 23.4029, -0.0101, -0.0342, -0.0761
Si, 4.0826, -0.1284, 24.2302, 0.0118, -0.0212, -0.0858
Si, 15.1029, -16.1925, 30.0395, -0.0102, -0.0139, 0.1813
Si, 13.0581, -12.6922, 22.7365, 0.0054, 0.0519, -0.0724
Si, 32.6358, 23.4707, 20.3315, 0.0043, 0.0283, -0.1078
O, 3.743, -3.6718, -13.5904, 0.0232, 0.0303, 0.0595
O, -10.306, -7.5172, -2.8471, -0.0073, -0.0287, -0.079
O, -16.9228, -7.2471, -11.3145, 0.0272, 0.0397, 0.0132
O, -14.3294, -30.4928, 0.0345, 0.0034, 0.0122, -0.0134
O, -5.1432, -7.4982, -8.8758, 0.0174, -0.0364, 0.0369
O, 6.3535, -5.3214, -5.9187, -0.0125, 0.0076, -0.0438
O, -0.1357, -15.5015, -15.239, 0.0143, -0.0003, 0.0949
O, 21.6413, 4.1435, -6.3341, 0.0155, -0.0284, -0.0221
O, 6.7989, -9.5202, -7.7477, -0.0062, 0.0015, -0.018
O, 1.7534, -12.7362, -11.7727, 0.0323, -0.0379, 0.0366
O, 11.4325, 5.2887, -1.112, 0.0567, -0.0444, -0.1092
O, 6.8057, 1.0047, -3.1225, -0.0046, 0.036, -0.052
O, -37.6893, 21.2257, -1.2639, 0.0183, -0.057, -0.1091
O, 7.8313, 1.0364, -5.4611, 0.0093, -0.0492, -0.0701
O, -16.2941, -12.1867, -3.7672, -0.0261, -0.0179, -0.0731
O, 0.2707, 8.633, 18.9895, 0.0254, 0.0415, 0.043
O, -6.551, 11.9256, 21.3392, 0, 0.0125, 0.0319
O, -22.923, 29.3905, 29.8761, 0.0104, -0.018, -0.0339
O, 6.1687, 10.3387, 16.0559, 0.0576, -0.007, -0.0334
O, -6.4699, -12.4993, 21.0098, -0.0457, 0.0335, 0.0613
O, -15.2396, -0.1855, 20.7714, -0.0057, 0.0247, 0.0833
O, -8.2453, 5.2108, 30.2635, 0.0226, 0.003, -0.0675
O, 10.9033, 2.1474, 21.8822, 0.0002, 0.0048, 0.0655
O, 5.3532, -0.4231, 23.2366, 0.0009, -0.0194, 0.0619
O, -6.6861, -5.4528, 23.4847, -0.0286, -0.0073, 0.0245
O, 3.9331, -33.8001, 25.4773, 0.0122, -0.0089, 0.0206
O, 3.3435, 2.7437, 19.7245, 0.0477, -0.0181, 0.0527
O, 0.8056, 30.675, 23.5728, -0.0316, 0.0008, 0.0066
O, -8.4412, -14.7005, 17.1795, -0.0427, 0.0145, 0.0436
O, 7.3685, 7.0712, 28.9317, -0.0258, -0.0233, -0.0808
O, -6.2776, -5.3975, 17.536, -0.0203, 0.0194, 0.0868
O, -18.631, 18.7326, 23.1, 0.0153, -0.0288, 0.0013
O, -1.6028, 23.9593, 25.5531, 0.0062, 0.0049, -0.0146
O, -6.3737, -7.6489, 13.1738, -0.1262, 0.0332, -0.0581
O, 34.4807, -13.6045, 31.8764, -0.0304, -0.0098, -0.0669
O, 15.5779, 15.5691, 28.7821, 0.0207, -0.0454, -0.1074
O, 18.4478, -2.791, 26.5206, -0.0226, 0.019, -0.0388
O, -9.8878, -12.986, 29.3418, 0.0017, -0.0143, -0.1067
O, 2.5479, -19.1826, 22.3443, -0.0053, 0.0138, 0.0565
O, -12.7113, 25.4058, 31.3712, -0.0304, 0.0663, -0.1532
O, -17.8628, -3.7304, 25.5146, -0.0007, -0.0053, 0.0435
O, -40.7524, -22.1645, 23.2492, -0.007, 0.0108, 0.0238
O, -33.7795, 4.5456, 24.2266, -0.0094, -0.0098, 0.0166
O, -12.4343, 12.5304, 19.7785, -0.0093, 0.0104, 0.0461
O, 24.1119, 35.912, 31.9321, -0.0325, 0.0457, -0.1125
O, 20.8954, 9.0375, 21.2788, -0.0183, 0.0029, 0.0707
O, -34.1984, 6.9518, 19.889, -0.0344, -0.0108, 0.0922
O, -2.0271, 5.9552, 26.9071, -0.0101, 0.0026, -0.0445
O, -5.6427, 14.0317, 26.6101, -0.0361, -0.0329, -0.0316
O, -16.6181, 5.1687, 31.3223, -0.0148, -0.0182, -0.1428
O, -7.009, -12.4384, 17.0583, 0.0395, 0.0433, 0.0613
O, 7.8508, 20.3566, 30.1194, 0.0075, 0.009, -0.0478
O, 14.8059, 17.6867, 32.7639, -0.0038, 0.0074, -0.0555
O, 14.4263, 30.3401, 27.7646, -0.0248, 0.002, -0.0967
O, -21.0651, -19.0512, 24.3949, -0.0005, -0.005, 0.049
O, 6.0632, -13.075, 19.0994, -0.0077, -0.0151, 0.029
O, 8.9456, -2.7136, 17.5657, 0.0523, 0.017, 0.0924
O, -0.7899, 6.5411, 22.3777, 0.0245, -0.0127, 0.0408
O, 22.5352, -4.4874, 24.478, 0.0154, 0.0067, 0.0383
O, -11.9482, 8.9549, 27.6507, -0.0356, 0.0422, -0.0596
O, -12.5822, 23.9327, 29.3057, 0.0223, -0.0218, -0.0618
O, -3.001, -25.335, 31.5747, -0.052, -0.0053, -0.1325
O, -20.1435, -2.4776, 25.9951, 0.0017, 0.0207, 0.0182
O, -33.9499, 4.0987, 16.8585, 0.0647, -0.0203, 0.0452
O, 4.3391, -3.6971, 29.7943, 0.0059, 0.0319, -0.0521
O, 5.3521, 0.2071, 18.3719, 0.0043, 0.0122, 0.0457
O, 0.7915, 24.5586, 19.4328, -0.0167, -0.0128, 0.0341
O, -3.0131, 29.4944, 22.0391, -0.0042, 0.0174, 0.0448
O, -0.9889, -13.6245, 25.2327, 0.009, -0.0001, -0.0216
O, 14.0648, -12.1679, 30.2329, 0.0321, 0.0131, -0.0614
O, -16.1458, 17.8148, 21.0023, 0.0175, -0.0477, 0.0489
O, 14.9397, -9.5931, 32.4818, 0.0089, -0.0205, -0.0918
O, -5.1611, -14.2424, 23.5745, -0.021, 0.019, 0.038
O, -24.696, -0.3236, 18.6232, -0.0219, -0.0312, 0.0179
O, 6.8035, 6.8122, 16.7792, -0.0405, -0.0025, 0.06
O, 13.2302, -5.9663, 18.7081, -0.0172, -0.0056, 0.0606
O, 10.2698, 11.3505, 17.6231, -0.015, -0.0288, 0.0461
O, 22.3255, 0.1806, 20.1901, 0.0336, -0.0381, 0.0109
O, 18.9643, 2.0395, 17.5075, 0.0151, 0.0006, 0.0915
O, 0.8205, -0.3836, 31.4386, 0.0486, -0.0224, -0.116
O, 11.7743, -6.3159, 22.5527, 0.0099, 0.0351, 0.0206
O, -1.2506, -6.1505, 28.9965, -0.0197, 0.0331, -0.0385
O, -21.5071, -15.183, 27.902, 0.0316, -0.0393, -0.0376
O, 9.8818, 1.339, 32.3589, -0.0439, 0.0453, -0.0138
O, -25.7044, 3.349, 28.5326, -0.0119, 0.0519, -0.0409
O, -17.5534, -31.2987, 24.8461, -0.0136, 0.0233, 0.0229
O, 8.6884, -0.4774, 25.6619, 0.0129, 0.0031, -0.0301
O, 6.711, -27.3641, 22.6191, 0.0174, -0.0157, 0.0425

Results
free energy: -139738.370 eV
free energy less fixed offsets of O -570.45, Si -639.56 eV per atom: -0.370 eV

The program warned: the cutoff lies below the one the program advises for these potential files; the forces do not sum to zero within the program's tolerance; empty levels may hold ghost states of the PAW files; the exchange-correlation potential is rough where the density is thin.
